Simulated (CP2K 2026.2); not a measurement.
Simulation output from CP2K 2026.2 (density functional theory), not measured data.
Periodic cell of 504 atoms, Si360O144, from a study of silicon, its oxide and their interface. The atomic structure is a simulated model.
Doubt: the forces sum to 1.08 eV/angstrom along one axis rather than to zero, so they err by at least 0.0021 eV/angstrom per atom on average; the grid cutoff is modest.

Settings
functional: PBE
method: Gaussian and plane waves
basis set: DZVP-MOLOPT-SR-GTH
pseudopotentials: GTH-PBE
grid cutoff: 300 Ry, relative cutoff 40 Ry
k points: Gamma only
occupations: fixed
spin: none
net charge: 0

Cell vectors (angstrom)
a 16.32 0 0
b 0 16.32 0
c 0.1637 7.439 34.2793

Atoms and the computed forces on them: element, x, y, z (angstrom), force x, y, z (eV/angstrom)
Si 1.742 -1.568 0.206 -0.203 -0.088 0.707
Si 4.3 1.028 0.086 -0.02 0.217 0.724
Si 1.026 4.291 0.068 0.191 -0.028 0.729
Si 3.857 7.107 -0.078 0.024 -0.224 0.713
Si 1.64 -6.947 -0.11 -0.173 0.084 0.731
Si 3.877 -3.819 0.1 0.092 -0.125 0.719
Si 6.527 -1.135 0.067 0.227 -0.044 0.759
Si 9.339 1.692 0.083 0.029 -0.215 0.742
Si 7.118 3.876 0.096 -0.192 0.02 0.7
Si 9.236 7.018 0.102 0.169 -0.05 0.732
Si 6.936 9.105 0.142 0.043 0.265 0.672
Si -6.542 -4.331 0.042 -0.166 0.115 0.777
Si -3.843 -1.574 -0.016 -0.215 0.104 0.746
Si -1.629 1.539 0.022 0.139 -0.092 0.726
Si -3.8 3.8 0.05 -0.088 0.15 0.758
Si -1.107 6.56 0.017 -0.155 0.127 0.777
Si -4.341 -6.525 0.098 0.054 -0.147 0.745
Si -1.68 -3.833 0.084 0.172 0.01 0.749
Si 2.836 -0.05 1.56 0.021 -0.002 -0.035
Si 5.467 2.691 1.295 -0.004 0.008 -0.04
Si 2.695 5.485 1.23 0.013 -0.008 -0.036
Si 5.385 8.045 1.477 -0.017 0.001 -0.028
Si 2.724 -5.438 1.343 0.019 -0.006 -0.041
Si 5.43 -2.685 1.435 -0.002 0.028 -0.06
Si 8.152 0.047 1.305 -0.006 0.01 -0.056
Si -5.403 2.757 1.427 0.001 0.005 -0.043
Si 8.181 5.433 1.466 0.001 -0.002 -0.039
Si -5.489 8.191 1.37 -0.007 0.005 -0.041
Si 8.13 10.827 1.272 0.005 -0.012 -0.032
Si -5.412 -2.732 1.342 0.005 -0.002 -0.057
Si -2.744 -0.017 1.365 -0.012 -0.006 -0.039
Si -0.07 2.699 1.372 -0.004 -0.005 -0.036
Si -2.679 5.412 1.347 0.02 -0.011 -0.044
Si 0.057 8.196 1.239 0.003 -0.004 -0.041
Si -2.792 -5.38 1.433 -0.005 0.011 -0.051
Si 0.004 -2.717 1.317 -0.001 -0.002 -0.02
Si 1.355 1.363 2.71 -0.008 0.01 0.005
Si 4.065 4.088 2.6 0 0.018 0.002
Si 1.377 6.833 2.671 -0.021 0.002 0.02
Si 4.09 9.545 2.736 -0.006 -0.002 0.022
Si 1.321 -4.114 2.705 0.002 0.007 0.007
Si 4.147 -1.39 2.907 0.003 -0.013 0.055
Si 6.809 1.373 2.733 0.014 -0.015 0.023
Si 9.59 4.124 2.796 -0.002 -0.005 0.026
Si 6.747 6.705 2.817 0.009 0.006 0.017
Si 9.469 9.528 2.743 -0.01 -0.002 0.027
Si 6.821 12.215 2.673 0.007 -0.01 0.015
Si -6.809 -1.351 2.648 0.007 0.001 0.011
Si -4.11 1.314 2.748 0.001 0.003 0.025
Si -1.378 4.06 2.776 0.006 0.014 0.029
Si -4.079 6.798 2.659 -0.001 0 0.007
Si -1.345 -6.798 2.636 0.009 -0.001 -0.004
Si -4.111 -4.041 2.81 -0.015 0.015 0.025
Si -1.323 -1.337 2.708 0.001 0.003 0.009
Si 0.01 0.011 4.089 -0.011 -0.015 -0.002
Si 2.724 2.749 4.025 0.013 -0.002 -0.001
Si 0.017 5.461 4.058 0.01 -0.011 -0.02
Si 2.716 8.172 4.073 0.011 -0.022 -0.024
Si -0.021 -5.465 4.069 0.003 0.013 -0.012
Si 2.692 -2.769 4.112 -0.001 0.008 -0.011
Si 5.502 0.024 4.163 0.004 0.002 -0.004
Si 8.182 2.728 4.09 -0.011 0 -0.028
Si 5.381 5.359 4.109 -0.003 -0.015 0.014
Si 8.125 8.144 4.096 0.01 0.01 -0.02
Si 5.46 10.892 4.078 -0.013 0 0.004
Si 8.173 -2.725 4.033 -0.009 0.007 -0.015
Si -5.472 -0.032 4.085 0.006 0.002 -0.005
Si -2.745 2.693 4.104 -0.005 0.02 -0.015
Si -5.392 5.484 4.118 -0.002 -0.001 0.012
Si -2.706 8.16 4.012 0 0.004 -0.008
Si -5.479 -5.439 4.111 -0.011 0.013 -0.013
Si -2.696 -2.687 4.094 -0.003 -0.011 -0.011
Si 1.379 -1.36 16.313 -0.008 0.009 -0.005
Si 4.076 1.326 16.299 -0.003 -0.008 -0.012
Si 1.378 4.102 16.304 0.019 0.001 0
Si 4.097 6.825 16.35 -0.001 0.016 -0.004
Si 1.361 -6.792 16.345 -0.013 0.009 -0.01
Si 4.071 -4.077 16.338 -0.003 -0.002 -0.006
Si 6.785 -1.361 16.318 0 -0.001 -0.006
Si -6.845 1.364 16.284 -0.013 0.007 -0.009
Si 6.83 4.099 16.318 0.01 0.006 -0.006
Si -6.774 6.787 16.316 0.011 0.007 -0.003
Si 6.787 9.526 16.336 0 0 0.001
Si -6.833 -4.112 16.334 -0.014 -0.017 -0.006
Si -4.105 -1.383 16.263 -0.006 0.004 -0.007
Si -1.348 1.38 16.267 -0.002 -0.001 -0.015
Si -4.064 4.096 16.311 0.018 -0.003 -0.006
Si -1.347 6.818 16.346 0.007 -0.004 0.003
Si -4.086 9.507 16.357 -0.01 0.005 0
Si -1.377 -4.126 16.311 -0.008 0.004 -0.005
Si 2.73 -0.011 17.714 -0.002 -0.007 -0.001
Si 5.463 2.689 17.598 -0.007 -0.009 -0.004
Si 2.725 5.464 17.684 -0.006 -0.008 0.012
Si 5.446 8.194 17.736 -0.018 0.018 0.006
Si 2.739 -5.455 17.711 0.006 0.023 0.019
Si 5.392 -2.674 17.692 -0.002 0.012 -0.017
Si 8.166 -0.024 17.673 -0.001 0.014 0.017
Si -5.509 2.765 17.605 -0.004 -0.01 -0.009
Si 8.201 5.455 17.703 -0.005 -0.019 0.003
Si -5.436 8.125 17.71 -0.003 -0.011 0.021
Si 8.103 10.882 17.728 0.014 0.01 0.015
Si -5.422 -2.774 17.641 0.007 0.016 -0.003
Si -2.78 0.048 17.555 0.016 0.006 0.005
Si 0.046 2.705 17.634 -0.008 -0.012 -0.021
Si -2.693 5.438 17.695 -0.015 -0.013 0.022
Si 0.005 -8.135 17.727 0.014 0.003 0.006
Si -2.72 -5.467 17.731 0.004 -0.001 0.001
Si -0.001 -2.748 17.607 0 0.002 0.004
Si 1.377 1.372 19.05 -0.003 0.014 -0.021
Si 4.11 4.032 18.937 -0.015 -0.004 -0.035
Si 1.403 6.855 19.079 0.011 0.002 -0.012
Si 4.087 -6.784 19.148 0.007 -0.007 -0.006
Si 1.359 -4.073 19.012 -0.018 0.02 -0.036
Si 4.07 -1.34 19.136 0.003 -0.012 -0.008
Si 6.794 1.36 19 0.001 -0.012 -0.027
Si -6.761 4.104 19.088 0.025 -0.002 -0.001
Si 6.857 6.836 19.047 0.008 0.013 -0.016
Si -6.843 9.475 19.044 0.004 -0.02 -0.035
Si 6.699 -4.034 19.057 0.017 -0.022 -0.026
Si 9.554 -1.429 18.986 -0.001 0 -0.033
Si -4.195 1.373 18.901 -0.016 -0.019 -0.022
Si -1.288 4.046 18.989 -0.016 0.014 -0.004
Si -4.055 6.772 19.094 -0.007 0.01 -0.032
Si -1.377 -6.822 19.132 -0.003 -0.012 0.005
Si -4.093 -4.1 19.072 -0.008 0.008 -0.014
Si -1.411 -1.334 18.823 -0.004 -0.007 -0.048
Si -0.108 -0.016 20.222 -0.014 0.007 0.029
Si 2.793 2.723 20.389 0.021 -0.031 0.077
Si 0.083 5.41 20.368 -0.019 -0.024 0.022
Si 2.795 8.121 20.555 0.007 -0.003 0.035
Si 0.027 -5.428 20.404 0.018 0.006 0.022
Si 2.638 -2.695 20.452 0 0.003 0.075
Si 5.455 0.06 20.457 0.011 0.005 0.061
Si 8.201 2.679 20.358 -0.011 -0.011 0.046
Si 5.541 5.347 20.24 -0.003 -0.037 0.047
Si 8.124 8.18 20.516 0.003 0.015 0.045
Si 5.334 -5.298 20.524 -0.038 0.025 0.038
Si 8.158 -2.74 20.345 0.01 -0.002 0.04
Si -5.423 -0.052 20.329 0.015 0.017 0.045
Si -2.83 2.737 20.187 0.004 0.029 0.005
Si -5.415 5.444 20.521 0.007 0.023 0.053
Si -2.687 -8.241 20.527 -0.003 -0.027 0.045
Si -5.453 -5.523 20.392 0.006 -0.026 0.049
Si -2.704 -2.621 20.27 0.002 0.001 0.049
Si 1.004 -1.485 21.626 0.114 0.043 -0.644
Si 4.412 1.731 21.784 -0.181 -0.284 -0.78
Si 1.753 4.37 21.673 -0.139 -0.126 -0.784
Si 4.126 6.445 21.675 -0.046 0.294 -0.644
Si 1.516 -6.621 21.791 -0.081 -0.201 -0.72
Si 3.621 -4.269 21.91 0.294 0.181 -0.767
Si 7.091 -1.109 21.647 -0.065 -0.073 -0.731
Si -6.994 1.067 21.627 0.094 0.129 -0.71
Si 6.704 3.889 21.669 0.215 0.121 -0.745
Si -6.59 7.037 21.842 -0.13 -0.196 -0.748
Si 6.914 -6.491 21.75 -0.094 -0.183 -0.688
Si 9.241 -4.383 21.629 0.142 0.11 -0.764
Si -3.827 -1.113 21.699 -0.116 -0.14 -0.674
Si -1.733 1.14 21.417 0.011 -0.071 -0.596
Si -3.763 4.241 21.735 -0.263 -0.024 -0.689
Si -1.479 6.431 21.775 0.052 0.232 -0.716
Si -4.334 -7.099 21.767 0.141 0.142 -0.806
Si -1.12 -3.73 21.547 0.036 -0.09 -0.701
Si -5.956 1.355 -4.718 -0.154 -0.019 0.031
Si 0.184 -0.028 -2.025 -0.094 0.03 0.13
Si 6.075 4.458 -4.902 0.067 -0.154 0.045
Si 6.492 -2.342 24.442 0.042 0.029 0.035
Si -6.233 -0.247 -7.268 0.051 0.037 -0.018
Si -0.702 2.665 -6.049 -0.044 -0.016 -0.006
Si -8.028 -5.118 -6.357 -0.07 -0.122 -0.034
Si 3.814 4.189 26.187 0.018 -0.086 -0.062
Si -5.558 2.818 23.834 -0.001 -0.023 -0.165
Si 3.707 -3.089 24.897 0.025 0.076 -0.186
Si 3.091 -2.614 -5.12 0.04 -0.027 -0.04
Si -5.551 1.048 26.353 0.116 -0.036 -0.148
Si -1.163 0.076 -7.598 0.001 -0.057 -0.053
Si 4.398 3.705 -7.323 0.159 -0.01 0.024
Si -2.998 7.932 -2.079 0.015 -0.006 0.11
Si -0.944 7.377 -6.19 0.008 0.035 -0.095
Si 5.478 -0.742 -5.668 -0.005 0.015 0.159
Si 3.081 7.04 25.183 -0.06 -0.044 -0.009
Si -1.127 -4.617 25.904 -0.016 0.018 0.018
Si -1.3 -2.432 -6.147 -0.073 0.155 0.018
Si -7.866 5.433 -6.362 0 0.102 0.015
Si 4.623 -5.038 -4.628 0.08 -0.068 0.036
Si 5.511 -5.576 -1.983 -0.033 0.014 0.104
Si -5.677 -0.108 -2.09 0.096 -0.011 0.2
Si -7.123 -1.538 25.834 -0.006 -0.044 -0.054
Si 5.189 5.099 -1.954 0.056 0.118 0.098
Si -2.808 -6.755 -7.025 0.112 0.045 0.087
Si -3.347 5.769 26.65 0.085 -0.05 0.089
Si 0.024 -5.155 -2.2 0.065 -0.101 0.118
Si 7.991 -7.697 25.807 -0.041 0 0.032
Si 5.606 8.023 23.938 0.077 -0.022 -0.131
Si -2.516 4.935 -5.821 0.028 -0.051 -0.044
Si -5.411 4.379 -4.789 0.05 0.02 0.015
Si -5.239 -3.006 23.828 0.092 0.116 -0.192
Si -1.507 -6.875 -4.373 -0.022 0.043 0.026
Si -7.875 -2.376 -2.036 -0.003 -0.047 0.163
Si 1.286 0.068 24.306 -0.009 -0.053 -0.169
Si 7.196 -5.019 25.525 -0.066 0.109 -0.073
Si 7.826 -2.115 -7.203 0.072 -0.013 -0.145
Si 3.212 0.949 -6.597 0.002 0.037 0.043
Si 0.701 -2.318 25.642 0.065 -0.112 0.088
Si 7.317 -4.277 -3.835 -0.031 -0.019 0.109
Si 5.457 -5.43 -7.377 0.032 0.063 -0.008
Si -7.79 5.082 23.961 0.042 -0.03 -0.174
Si 1.651 1.766 -4.212 -0.013 0.017 0.059
Si -2.994 -5.124 23.747 -0.082 0.016 -0.104
Si 2.942 2.936 -1.88 -0.016 -0.033 0.02
Si -0.07 2.77 23.583 0.052 -0.035 -0.107
Si -5.211 5.684 -2.048 0.075 0.018 0.203
Si -1.886 3.326 25.916 -0.15 -0.056 0.048
Si 0.425 7.763 23.951 -0.063 -0.005 -0.13
Si 3.675 1.476 24.86 0.063 0.118 -0.083
Si 0.403 -2.529 -3.658 0.087 -0.021 0.058
Si 7.296 1.506 -5.276 -0.005 0.055 -0.06
Si 1.353 -1.368 5.446 0.001 -0.009 0.012
Si 4.076 1.39 5.432 -0.004 0.005 0.001
Si 1.375 4.097 5.417 -0.008 0.001 0.002
Si 4.06 6.789 5.434 0.007 0.008 0.003
Si 1.349 9.512 5.437 0.003 0.005 0.003
Si 4.08 12.217 5.454 -0.001 0.006 0.007
Si 6.845 -1.377 5.46 0.012 0.006 0.01
Si 9.518 1.35 5.449 -0.004 -0.004 0.01
Si 6.791 4.051 5.455 -0.002 -0.004 0.015
Si 9.523 6.816 5.45 -0.007 -0.001 0.009
Si 6.789 9.518 5.45 0.004 0.004 0.01
Si -6.817 -4.066 5.45 -0.007 -0.009 0.008
Si -4.08 -1.354 5.449 0 -0.006 0.003
Si -1.36 1.356 5.45 -0.002 0.005 0.006
Si -4.071 4.08 5.462 0.002 -0.013 0.015
Si -1.361 6.808 5.41 0.002 -0.003 0
Si -4.072 -6.81 5.408 -0.003 -0.006 -0.003
Si -1.361 -4.084 5.433 0.001 0.008 0.012
Si 2.721 0.008 6.785 -0.001 -0.001 0.002
Si 5.434 2.713 6.825 0.01 -0.001 -0.003
Si 2.711 5.444 6.808 0.007 -0.001 -0.003
Si 5.429 8.148 6.795 -0.004 -0.002 0.005
Si 2.717 10.86 6.806 0.004 -0.004 0.005
Si 5.443 -2.723 6.797 -0.002 0.001 0
Si 8.181 -0.011 6.826 0.004 -0.009 0.003
Si 10.877 2.719 6.806 -0.005 0.007 0.004
Si 8.155 5.439 6.792 -0.004 -0.005 0.007
Si -5.429 -8.151 6.798 -0.007 0.002 0.001
Si -8.171 -5.435 6.805 -0.004 0.01 0.005
Si -5.436 -2.723 6.805 0.001 0.005 0.003
Si -2.724 0.004 6.812 -0.003 0.004 0.002
Si 0.011 2.73 6.781 -0.001 0 0.005
Si -2.701 5.445 6.797 -0.005 -0.006 0.003
Si -0.011 8.158 6.794 0.001 -0.002 0.005
Si -2.726 -5.445 6.785 0.01 0.004 -0.002
Si -0.006 -2.727 6.804 0 -0.001 0
Si 1.359 1.364 8.149 -0.001 0.007 -0.006
Si 4.079 4.089 8.168 0.007 0.002 0
Si 1.35 6.803 8.161 -0.001 -0.011 0.002
Si 4.074 9.502 8.165 -0.004 -0.008 0.001
Si 1.361 -4.085 8.159 0.003 0.01 -0.002
Si 4.081 -1.354 8.147 0.005 0.005 0
Si 6.799 1.347 8.17 -0.015 -0.013 0
Si 9.512 4.079 8.158 -0.007 -0.015 -0.004
Si 6.799 6.8 8.156 0.006 0.007 -0.003
Si -6.796 -6.793 8.155 0.009 0.012 0.002
Si 6.791 -4.084 8.167 -0.001 -0.008 0
Si -6.782 -1.367 8.18 0.005 0.012 0.001
Si -4.08 1.365 8.17 0.006 0.002 0
Si -1.344 4.083 8.156 0.011 0.006 -0.001
Si -4.074 6.799 8.153 0.002 -0.002 -0.003
Si -1.365 -6.797 8.152 -0.003 -0.006 -0.005
Si -4.08 -4.089 8.157 -0.012 0 0
Si -1.367 -1.366 8.164 -0.01 -0.008 -0.001
Si -0.001 0.002 9.512 0 0.001 -0.001
Si 2.716 2.722 9.516 0 -0.007 0
Si 0.005 5.44 9.524 -0.004 0.001 -0.001
Si 2.714 8.153 9.528 0.001 -0.002 0
Si -0.003 -5.443 9.517 -0.002 -0.001 -0.002
Si 2.722 -2.719 9.51 0.001 0.001 -0.003
Si 5.435 -0.006 9.523 0.009 -0.002 0.002
Si 8.157 2.719 9.521 0 0.004 -0.005
Si 5.441 5.448 9.525 0.001 -0.003 0.003
Si -8.158 -8.157 9.513 -0.002 -0.004 -0.003
Si 5.434 -5.451 9.52 -0.005 0.006 -0.001
Si -8.16 -2.726 9.522 0.001 0.005 -0.002
Si -5.43 -0.001 9.534 0.001 -0.007 0.001
Si -2.712 2.727 9.517 -0.007 0.001 -0.004
Si -5.44 5.441 9.511 -0.002 -0.003 -0.004
Si -2.72 -8.158 9.515 0.003 0.001 -0.003
Si -5.441 -5.44 9.522 0.003 0.002 0.002
Si -2.724 -2.728 9.523 0 0 0.002
Si 1.36 -1.36 10.87 0.001 -0.003 0.001
Si 4.075 1.362 10.875 -0.003 0.006 0
Si 1.367 4.083 10.885 0.001 0 -0.002
Si 4.08 6.802 10.891 -0.001 -0.001 0.003
Si 1.356 9.52 10.882 0 0 0.001
Si 4.075 -4.086 10.873 0.004 0 0.002
Si 6.796 -1.367 10.875 -0.007 0.002 0
Si 9.519 1.359 10.88 0.003 -0.007 0
Si 6.802 4.085 10.88 -0.001 -0.008 0
Si -6.798 -9.518 10.874 0.004 -0.002 -0.003
Si -9.521 -6.804 10.881 0.006 0.006 -0.002
Si -6.804 -4.086 10.884 -0.003 -0.003 0
Si -4.078 -1.368 10.892 0.001 0.004 0.003
Si -1.359 1.36 10.879 -0.001 0.001 0
Si -4.076 4.086 10.873 0.008 -0.001 0.001
Si -1.356 6.805 10.873 -0.005 -0.007 -0.003
Si -4.082 -6.803 10.878 -0.002 0 -0.001
Si -1.364 -4.088 10.881 -0.004 0.008 -0.001
Si 2.72 -0.002 12.234 -0.001 0.005 0.002
Si 5.432 2.729 12.23 0.001 -0.006 0.001
Si 2.725 5.441 12.253 0.003 -0.009 0.009
Si 5.439 8.166 12.251 0.001 -0.002 0.004
Si 2.716 10.879 12.242 -0.004 0.006 0.002
Si 5.441 -2.733 12.23 0.001 0 -0.003
Si 8.15 -0.003 12.232 -0.004 -0.002 0.001
Si 10.886 2.72 12.229 -0.006 0.003 -0.002
Si 8.163 5.447 12.239 -0.001 -0.003 0.003
Si -5.441 -8.16 12.24 0.001 0.002 0.004
Si -8.161 -5.448 12.246 0.003 0.005 0.005
Si -5.448 -2.728 12.246 0.001 0.004 0.002
Si -2.714 -0.004 12.245 -0.001 -0.006 -0.002
Si 0.001 2.725 12.237 0.003 0 0.001
Si -2.719 5.453 12.229 0.006 0.008 -0.003
Si 0.002 8.157 12.242 -0.009 -0.004 0
Si -2.725 -5.449 12.243 0.001 -0.004 0.003
Si 0.003 -2.725 12.23 0 0 -0.004
Si 1.364 1.365 13.591 -0.001 -0.004 0.006
Si 4.094 4.088 13.613 -0.002 -0.007 0.004
Si 1.367 6.808 13.61 -0.003 0 0.003
Si 4.075 9.527 13.613 -0.003 0.008 0
Si 1.354 -4.083 13.6 -0.008 0.01 -0.002
Si 4.08 -1.376 13.583 0.01 -0.007 0.002
Si 6.784 1.362 13.58 -0.011 0.017 -0.001
Si 9.531 4.083 13.586 0.01 -0.008 0.004
Si 6.807 6.808 13.608 0 0 0.005
Si -6.803 -6.811 13.608 0.005 -0.002 0.002
Si 6.795 -4.087 13.6 0.002 -0.006 -0.004
Si 9.498 -1.369 13.594 -0.01 0.013 0.004
Si -4.081 1.361 13.595 0.009 -0.006 0.004
Si -1.355 4.102 13.586 -0.019 0.003 -0.001
Si -4.068 6.812 13.598 0 -0.012 0.002
Si -1.361 9.509 13.601 0.001 0.004 0.003
Si -4.096 -4.101 13.605 -0.002 0.007 0.004
Si -1.352 -1.374 13.597 0.012 -0.007 -0.003
Si 0.014 -0.007 14.946 -0.002 -0.002 -0.002
Si 2.728 2.72 14.957 -0.003 0 -0.005
Si -0.002 5.455 14.964 -0.001 -0.004 -0.006
Si 2.722 8.166 14.982 0.002 0.002 0.003
Si 0.002 -5.457 14.956 -0.001 0.002 -0.003
Si 2.723 -2.728 14.953 -0.002 -0.007 0.003
Si 5.437 -0.015 14.935 0 0 -0.003
Si 8.144 2.732 14.924 -0.001 -0.015 0
Si 5.451 5.46 14.978 0.007 -0.002 -0.001
Si 8.162 8.16 14.984 -0.003 -0.011 -0.002
Si 5.436 10.888 14.972 0.005 0.006 -0.001
Si 8.147 -2.734 14.968 -0.001 0.01 0.003
Si -5.466 0 14.937 0.001 -0.004 -0.005
Si -2.716 2.743 14.933 0.011 -0.001 -0.006
Si -5.423 5.444 14.942 -0.006 -0.008 0.003
Si -2.717 8.165 14.98 0.004 0.002 0.004
Si -5.452 -5.462 14.981 -0.004 -0.003 0.001
Si -2.72 -2.746 14.943 0.008 0.002 -0.003
O 1.029 3.793 23.011 -0.064 0.303 0.579
O 5.56 2.831 22.147 -0.083 -0.127 0.16
O -8.087 2.791 -0.44 0.232 0.162 -0.67
O 2.979 5.359 22.159 0.096 -0.053 0.246
O 0.586 2.576 -5.101 0.235 0.506 -0.155
O 0.877 0.956 -3.074 0.087 0.087 -0.272
O -2.607 5.312 22.217 -0.051 -0.188 0.311
O -3.672 -6.43 23.098 -0.093 -0.089 0.558
O -6.041 -2.513 25.13 0.04 -0.442 0.471
O 0.75 -7.199 23.12 -0.302 -0.034 0.392
O 6.379 -1.784 22.94 -0.536 -0.318 0.07
O 7.333 4.499 23.043 -0.053 0.062 0.27
O 2.778 -8.059 -0.57 0.129 -0.048 -0.303
O 4.933 4.545 -6.048 -0.182 0.488 0.107
O -6.37 -3.669 22.896 -0.141 0.103 0.162
O -2.264 1.767 26.106 0.157 -0.143 -0.318
O -8.1 -0.028 22.16 0.028 -0.022 0.324
O 7.713 -1.582 25.18 -0.095 0.286 0.103
O 6.558 4.688 -1.204 0.206 0.284 -0.233
O -0.67 6.912 23.114 -0.2 0.035 0.41
O -2.749 0.058 22.154 0.06 0.093 0.321
O -7.226 6.412 23.215 -0.238 -0.024 0.42
O -2.727 -2.692 -0.48 0.077 -0.116 -0.203
O -0.039 5.415 -0.482 0.107 0.079 -0.281
O 8.047 -2.876 -3.524 0.179 0.462 -0.662
O -6.434 6.296 -1.199 -0.297 -0.4 -0.168
O -4.431 -0.853 -1.366 -0.084 0.222 -0.44
O 2.595 -5.491 22.277 -0.056 -0.086 0.535
O 0.279 6.723 -7.036 0.218 -0.17 0.298
O -5.128 2.127 25.225 0.135 -0.004 0.231
O -4.497 4.467 -1.26 -0.121 -0.232 -0.404
O -3.138 4.373 25.831 -0.435 -0.196 -0.236
O 2.484 0.778 -5.172 0.248 -0.504 0.02
O -5.612 0.779 -6.191 0.371 0.166 -0.204
O 3.352 -4.072 -4.462 -0.608 -0.041 0.11
O 3.902 -3.586 23.364 0.26 0.13 0.144
O -1.687 6.227 -5.316 0.194 0.004 0.653
O 4.065 4.026 -1.557 0.126 -0.252 0.367
O 5.409 -0.054 -0.463 0.125 0.004 -0.415
O 5.213 6.848 22.862 0.072 -0.055 0.001
O 3.692 -4.272 25.973 -0.63 -0.048 0.056
O 7.824 4.641 -7.605 0.264 -0.19 0.038
O 4.589 -4.509 -1.198 0.279 -0.003 -0.168
O -5.325 0.394 -3.578 0.343 -0.088 -0.14
O 4.37 -1.631 -4.876 0.095 0.103 0.507
O 3.456 1.558 -1.209 -0.442 -0.295 -0.05
O 2.482 7.626 26.572 -0.528 -0.11 0.248
O -4.03 5.006 -5.324 0.088 0.436 0.314
O 0.757 -3.813 -2.736 0.485 0.091 0.084
O 5.915 -6.835 -1.084 -0.547 -0.468 -0.322
O -0.301 -1.351 -2.801 -0.387 -0.03 -0.318
O 5.435 5.017 -3.534 -0.266 0.373 -0.481
O -2.731 2.661 -0.478 0.062 -0.078 -0.224
O -1.758 7.23 -1.317 0.339 0.089 -0.256
O 8.115 -6.259 25.064 0.154 0.006 -0.748
O -0.169 8.072 25.417 0.35 0.137 0.115
O -6.911 -1.12 -2.174 -0.034 0.222 -0.516
O -7.107 -3.577 -1.281 0.233 -0.02 -0.316
O -6.846 7.945 25.789 0.08 0.198 -0.725
O 6.828 7.788 25 0.053 -0.42 0.135
O 3.781 5.571 25.327 0.002 0.056 -0.319
O 4.737 -6.018 -3.343 -0.377 -0.518 -0.153
O -1.308 1.23 -6.472 -0.191 -0.244 0.005
O -6.57 4.632 -5.869 0.201 -0.369 -0.002
O -5.443 -5.441 -0.464 -0.001 -0.193 -0.276
O 6.834 -3.938 24.381 -0.101 -0.385 -0.086
O -5.462 8.147 22.289 0.059 -0.014 0.484
O 5.3 3.589 26.566 0.365 0.426 0.26
O -5.259 2.796 -4.561 0.133 0.046 0.053
O 4.194 8.154 24.73 -0.133 0.523 0.148
O -1.013 2.146 22.457 0.135 0.298 0.099
O -6.267 1.681 22.939 0.283 -0.017 0.265
O 2.623 0.295 25.198 0.245 -0.283 0.636
O -2.421 -6.186 -5.54 -0.09 0.465 0.077
O -1.013 3.563 24.596 0.022 0.405 -0.123
O 2.696 2.756 -3.465 0.383 0.581 -0.472
O -2.438 7.008 26.108 -0.165 0.396 -0.36
O 4.616 -5.833 -6.035 -0.639 -0.659 0.008
O 2.78 -2.695 -0.408 0.091 -0.074 -0.325
O 3.428 2.514 -6.868 -0.576 0.037 0.276
O -4.398 -7.009 -7.22 0.06 -0.315 0.17
O -4.885 6.208 26.517 0.067 -0.228 -0.429
O 5.029 -2.153 25.152 -0.185 0.277 0.096
O -5.818 5.115 -3.418 -0.487 0.117 0
O 1.834 6.971 24.148 0.2 -0.597 -0.506
O 4.652 0.241 -6.642 0.31 0.168 -0.517
O -1.129 -4.702 -1.17 -0.019 -0.239 -0.349
O -0.681 -5.849 -3.466 0.296 0.351 -0.323
O -4.133 6.834 -2.365 0.026 -0.031 -0.48
O -0.483 -1.187 -6.819 0.559 -0.081 -0.036
O -0.05 -2.637 22.17 -0.14 0.016 0.442
O 7.447 1.392 -6.896 -0.098 0.072 -0.056
O 8.085 8.073 -0.421 -0.141 -0.089 -0.558
O 1.044 -6.173 -1.438 0.179 -0.042 -0.391
O 1.758 -2.042 -4.405 0.215 0.469 0.158
O -2.402 4.995 -7.441 -0.319 0.405 -0.226
O -4.492 -1.79 23.037 -0.339 -0.009 0.27
O -0.432 -7.845 -5.117 0.655 0.185 0.11
O 6.933 -4.918 -2.402 0.507 -0.047 0.367
O 7.319 5.452 -5.215 0.04 0.631 0.417
O -8.078 -3.566 -6.714 0.076 0.155 0.059
O -7.374 -1.139 -6.562 -0.044 -0.263 0.3
O -1.016 0.765 -1.287 -0.008 -0.039 -0.293
O -2.501 -7.754 -3.459 -0.098 -0.002 -0.291
O 5.066 1.166 25.637 0.39 -0.457 -0.135
O -2.888 -1.996 -6.139 -0.4 0.136 0.58
O 8.001 5.37 25.456 -0.23 0.03 0.108
O -1.989 -5.572 24.93 0.272 -0.413 0.313
O 8.12 -5.453 22.174 -0.029 0.02 0.429
O 3.152 2.958 25.339 -0.646 0.117 -0.281
O 7.12 -1.924 -1.23 -0.217 -0.134 -0.326
O -6.612 -5.71 -6.781 0.121 -0.087 0.544
O -1.84 3.551 -5.307 -0.125 0.005 0.67
O -2.058 -4.349 22.705 -0.131 0.171 -0.147
O 2.872 -2.872 -6.714 -0.447 -0.04 0.03
O 1.56 3.457 -1.229 -0.405 -0.2 -0.215
O -0.209 -3.548 25.109 -0.093 -0.016 -0.382
O 0.221 -0.917 25 -0.654 0.171 0.023
O -6.498 -0.069 25.685 -0.182 0.439 -0.308
O 6.41 -1.658 -6.602 -0.225 -0.272 0.033
O -6.159 1.165 -1.22 0.124 0.41 -0.171
O 6.403 0.24 -4.751 0.301 -0.173 0.472
O -0.293 3.42 -7.426 0.517 -0.139 -0.077
O -4.143 -4.11 24.26 -0.038 0.056 0.322
O 4.637 6.528 -1.408 0.057 0.171 -0.306
O -0.735 -2.895 -4.733 -0.335 -0.462 0.014
O 0.66 1.536 24.273 0.075 0.135 0.353
O -4.272 3.426 23.06 0.366 -0.027 0.212
O -2.011 8.152 -7.168 -0.292 -0.243 -0.322
O -6.6 4.01 24.088 0.066 0.128 0.212
O -7.443 6.907 -6.885 0.006 0.413 0.472
O -1.135 -3.72 -7.097 0.635 -0.379 -0.004
O 6.068 -7.006 23.066 -0.079 0.309 0.145
O 7.019 -5.772 -7.135 0.165 -0.551 -0.242
O 5.84 -5.692 26.106 -0.029 -0.295 -0.085
O 1.61 -0.574 22.845 0.548 0.171 0.068
O -3.604 -7.193 -1.182 -0.059 0.219 -0.274
O 6.582 2.906 -4.849 0.125 0.024 0.28
O 5.932 -4.061 -4.645 0.027 0.385 -0.468
O 3.829 1.366 23.255 -0.222 -0.24 0.098
O -7.569 1.462 -4.57 0.128 -0.085 0.364
O 1.27 -0.551 -0.966 0.198 0.157 -0.128
O 2.242 -2.449 25.15 -0.096 0.344 -0.179
O -8.115 -5.272 -4.743 0.591 -0.684 0.112

Results
total energy: -101657.165 eV
total energy less fixed offsets of O -438.25, Si -107.07 eV per atom: -3.965 eV
